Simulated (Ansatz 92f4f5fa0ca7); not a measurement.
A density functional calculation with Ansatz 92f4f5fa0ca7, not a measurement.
Periodic cell of 285 atoms, Si195O90, from a study of silicon, its oxide and their interface. The atomic structure is a simulated model.
Doubt: the cutoff is far below the 930 eV that the study's wrapper takes by default for these files, so forces and energies are approximate.
This geometry differs little from another in the collection (a relaxation step or a small displacement).

Settings
functional: PBE
potential files: Ansatz PAW
basis: plane waves
wave-function cutoff: 580 eV
density cutoff ratio: 5
exchange-correlation grid ratio: 1
k mesh: 1 x 1 x 1, Gamma-centred
self-consistency stop: 5e-08 eV per atom in the density residual
occupations: fixed
spin: none
net charge: 0

Cell vectors (angstrom)
a 11.6015 0 0
b 0 10.938 0
c 0 0 40.3574

Atoms and the computed forces on them: element, x, y, z (angstrom), force x, y, z (eV/angstrom)
Si 0 0 0.9665 0.0031 0.0567 -0.0145
Si 3.8672 0 0.9665 -0.0007 0.0501 -0.0105
Si 7.7343 0 0.9665 0.0065 0.0282 -0.0005
Si 1.9336 1.3673 0.9665 -0.0018 -0.0317 -0.0095
Si 5.8008 1.3673 0.9665 0.0017 -0.0739 0.0009
Si 9.6679 1.3673 0.9665 -0.0092 -0.0163 0.0075
Si 0 5.469 0.9665 0.0011 0.0197 -0.0045
Si 3.8672 5.469 0.9665 -0.0053 0.023 0.0035
Si 7.7343 5.469 0.9665 -0.0085 0.0569 0.0008
Si 1.9336 6.8362 0.9665 -0.0061 -0.0041 0.0188
Si 5.8008 6.8362 0.9665 -0.0029 -0.0583 0.01
Si 9.6679 6.8362 0.9665 0.016 -0.0383 0.0101
Si 1.9336 2.7345 39.3903 -0.0041 0.0448 -0.0146
Si 5.8008 2.7345 39.3903 -0.0133 0.1025 -0.0465
Si 9.6679 2.7345 39.3903 -0.0042 0.0048 -0.0002
Si 0 4.1018 39.3903 -0.0097 0.0081 0.0424
Si 3.8672 4.1018 39.3903 -0.0166 0.0149 0.0367
Si 7.7343 4.1018 39.3903 0.0061 -0.0313 0.029
Si 1.9336 8.2035 39.3903 0.027 -0.0264 0.0306
Si 5.8008 8.2035 39.3903 0.0158 0.0454 0.0112
Si 9.6679 8.2035 39.3903 -0.0031 0.0247 0.0165
Si 0 9.5708 39.3903 0.0109 -0.096 -0.0419
Si 3.8672 9.5708 39.3903 0.0086 -0.0716 -0.0255
Si 7.7343 9.5708 39.3903 0.0122 -0.0312 -0.0088
Si 0 0 4.8337 -0.0466 -0.0094 -0.0507
Si 3.8672 0 4.8337 0.0198 0.039 -0.0082
Si 7.7343 0 4.8337 -0.0297 -0.0012 -0.0141
Si 1.9336 1.3673 4.8337 0.0012 -0.0284 -0.0167
Si 5.8008 1.3673 4.8337 -0.0211 -0.0924 0.0955
Si 9.6679 1.3673 4.8337 -0.0301 -0.07 0.0652
Si 0 5.469 4.8337 -0.0234 -0.0156 0.0265
Si 3.8672 5.469 4.8337 0.0019 -0.0145 0.0835
Si 7.7343 5.469 4.8337 -0.0321 -0.0309 0.1489
Si 1.9336 6.8362 4.8337 -0.0055 -0.0202 -0.0511
Si 5.8008 6.8362 4.8337 -0.0046 -0.0577 0.099
Si 9.6679 6.8362 4.8337 -0.0364 -0.1062 -0.0168
Si 1.9336 2.7345 2.9001 -0.0126 0.0147 -0.0084
Si 5.8008 2.7345 2.9001 -0.0022 0.0749 0.0165
Si 9.6679 2.7345 2.9001 -0.0021 0.0333 0.0167
Si 0 4.1018 2.9001 0.0014 -0.0155 -0.006
Si 3.8672 4.1018 2.9001 -0.0107 -0.0264 0.0053
Si 7.7343 4.1018 2.9001 -0.007 -0.0556 0.0117
Si 1.9336 8.2035 2.9001 -0.0058 -0.0037 -0.0264
Si 5.8008 8.2035 2.9001 -0.0032 0.0597 0.0057
Si 9.6679 8.2035 2.9001 -0.012 0.0368 -0.0034
Si 0 9.5708 2.9001 0.0033 -0.0278 -0.0154
Si 3.8672 9.5708 2.9001 -0.0175 -0.044 0.0101
Si 7.7343 9.5708 2.9001 -0.008 -0.0255 0.0072
Si -0.0884 0.202 29.0212 0.0379 0.0338 0.0316
Si 3.4288 0.2558 29.6048 -0.0076 0.0453 0.0386
Si 8.8123 0.7337 30.3641 -0.0198 0.0099 0.0268
Si 1.5619 1.7315 29.6125 -0.0474 -0.0408 -0.0039
Si 4.7703 2.1805 29.4214 0.0295 -0.028 0.0995
Si 7.0352 1.1511 27.9628 -0.0246 -0.0018 0.0244
Si -2.2874 5.8318 28.7182 -0.0214 -0.0023 -0.0166
Si 3.3996 6.4246 30.2989 -0.0136 0.0205 -0.0218
Si 6.0372 8.5456 31.6173 0.0021 -0.0002 -0.0141
Si 1.5289 5.8956 28.9361 0.006 0.0004 -0.0128
Si 7.2252 5.396 29.6893 -0.0101 0.0312 0.0514
Si 11.0693 5.9978 30.2171 0.0188 0.0041 0.0055
Si 1.7396 2.9506 31.6556 -0.0342 -0.0139 -0.0061
Si 5.5395 2.9408 31.5731 0.0353 0.0019 -0.0774
Si 9.3996 2.666 31.741 0.0038 -0.0059 -0.0152
Si -0.2949 4.1472 31.7038 0.0079 -0.0048 -0.0014
Si 3.6566 4.4304 31.6943 0.0009 -0.0043 0.0192
Si 7.5331 4.1661 31.7011 -0.0188 0.0051 -0.0238
Si 2.4018 8.0897 31.7263 0.0066 0.0052 0.0151
Si 5.6642 7.222 29.7334 0.028 -0.0441 0.0153
Si 10.077 7.908 31.6603 -0.0159 -0.0001 -0.0031
Si 0.3525 9.2888 31.5638 0.002 0.0008 0.004
Si 4.0039 9.8314 31.5735 -0.0148 -0.0109 -0.0098
Si 8.2291 9.6117 31.5977 0.0049 -0.0126 -0.008
Si 0.0713 -0.0274 33.4262 0.0058 -0.002 0.0072
Si 3.8589 0.1366 33.5567 0.0011 -0.0086 -0.0055
Si 7.7968 -0.0329 33.5853 -0.0018 0.0006 -0.006
Si 1.9004 1.4748 33.5348 -0.005 0.0036 -0.0024
Si 5.8117 1.421 33.4548 0.0092 -0.0013 0.0289
Si 9.6932 1.3535 33.6601 0.0004 0.0011 -0.0076
Si -0.0253 5.4363 33.678 -0.0053 0.0051 -0.0113
Si 3.8717 5.5676 33.7117 -0.0198 0.0119 -0.0158
Si 7.6774 5.5476 33.6022 -0.008 -0.0011 -0.0056
Si 1.9311 6.8522 33.6959 0.0141 0.0043 -0.0104
Si 5.8027 7.0066 33.5287 0.0046 -0.0093 0.0075
Si 9.6797 6.798 33.6737 0.0019 -0.0043 0.0075
Si 1.9791 2.7477 35.529 0.0059 -0.0132 0.0065
Si 5.8619 2.7136 35.4805 0.0001 -0.015 -0.0055
Si 9.7102 2.7484 35.5541 0.0034 -0.0038 0.0009
Si 0.0483 4.0809 35.5776 0.0019 0.0043 0.001
Si 3.9363 4.0943 35.5416 0.0047 -0.0054 0.0046
Si 7.7577 4.1177 35.5082 0.0036 0.0083 0.0032
Si 1.8938 8.2563 35.5623 0.0012 0.0034 -0.0057
Si 5.7615 8.2474 35.5312 0.0002 -0.0023 0.002
Si 9.6484 8.2454 35.5329 0.0022 -0.0028 -0.0023
Si -0.02 9.6211 35.4695 -0.0039 0.0071 0.0045
Si 3.8318 9.6266 35.4795 -0.0029 -0.0027 0.0078
Si 7.697 9.5852 35.536 -0.0031 0.0017 -0.001
Si 0 0 37.4567 -0.0823 0.1654 -0.2383
Si 3.8672 0 37.4567 -0.0633 0.0977 -0.0726
Si 7.7343 0 37.4567 -0.03 0.1317 0.1168
Si 1.9336 1.3673 37.4567 0.1126 -0.0376 0.0033
Si 5.8008 1.3673 37.4567 0.0853 -0.0524 -0.1908
Si 9.6679 1.3673 37.4567 -0.0096 -0.0036 0.2178
Si 0 5.469 37.4567 0.0487 0.1426 0.1945
Si 3.8672 5.469 37.4567 0.1163 -0.026 0.1159
Si 7.7343 5.469 37.4567 0.0361 0.0413 -0.0737
Si 1.9336 6.8362 37.4567 -0.053 0.0782 0.0652
Si 5.8008 6.8362 37.4567 -0.1156 0.0435 -0.1068
Si 9.6679 6.8362 37.4567 0.0114 0.0748 -0.0435
Si 1.9171 2.7267 6.769 0.0009 -0.0051 -0.0014
Si 5.7797 2.7109 6.7926 -0.0014 -0.0037 -0.0042
Si 9.6408 2.7205 6.7797 0.0029 -0.0084 -0.0072
Si -0.0293 4.0853 6.7635 0.0021 0.004 -0.0069
Si 3.8587 4.091 6.7749 -0.0033 0.0024 -0.008
Si 7.7054 4.0808 6.7836 0.0024 0.0058 -0.0105
Si 1.923 8.2078 6.7564 -0.0002 -0.0025 -0.0067
Si 5.7802 8.1865 6.791 0.0028 -0.0009 -0.0069
Si 9.6341 8.1838 6.7695 0.0013 -0.0053 -0.0033
Si -0.036 9.5499 6.7511 0.0018 0.0043 -0.0028
Si 3.8617 9.5666 6.7648 -0.002 0.0037 -0.0034
Si 7.713 9.5591 6.7627 -0.0002 -0.0026 -0.0023
Si -0.0533 -0.023 8.6746 0.0043 -0.0013 -0.0101
Si 3.8582 -0.0263 8.7141 0.0057 -0.0019 -0.0098
Si 7.7136 -0.0122 8.6914 0.0095 -0.0041 -0.004
Si 1.8957 1.3015 8.6624 -0.0004 -0.0043 -0.0095
Si 5.7939 1.3397 8.7462 -0.0071 0.0026 -0.0044
Si 9.6267 1.382 8.743 0.0032 0.0013 -0.0024
Si -0.0363 5.4759 8.6762 0.0019 -0.0073 0.0036
Si 3.8527 5.4219 8.738 -0.0047 0.0023 -0.0158
Si 7.6709 5.4282 8.7376 -0.0055 0.0042 0.0005
Si 1.9156 6.7839 8.6401 -0.0005 -0.0034 -0.0115
Si 5.78 6.8112 8.7403 0.0053 -0.0036 -0.0098
Si 9.5883 6.7941 8.6942 0.0106 0.0071 -0.0198
Si 1.8377 2.6086 10.5986 0.0036 0.0053 0.008
Si 5.794 2.6492 10.7364 0.0036 -0.005 0.0193
Si 9.6115 2.884 10.6185 -0.0005 -0.0181 0.0346
Si -0.0014 4.1296 10.6086 -0.0103 0.0076 0.0085
Si 3.8141 3.9184 10.5973 0 -0.0041 0.0254
Si 7.6351 4.1824 10.772 0.0013 -0.0026 0.0151
Si 1.893 8.1068 10.5652 0.0005 -0.0093 0.0185
Si 5.813 8.138 10.7136 0.0045 -0.0026 0.0173
Si 9.5583 8.1627 10.6109 0.0104 -0.0083 0.0223
Si -0.0741 9.4369 10.5098 -0.0168 0.0138 0.0194
Si 3.8502 9.4239 10.5626 -0.0018 0.0127 0.02
Si 7.6723 9.6605 10.6772 -0.0107 -0.0043 0.0038
Si -0.4784 -0.3077 12.4616 -0.0774 -0.048 0.012
Si 3.9172 -0.2284 12.4997 0.0134 0.0078 -0.0195
Si 7.7425 0.2072 12.6358 0.0328 -0.0007 -0.0073
Si 2.1218 1.2315 12.5319 -0.0018 -0.0269 -0.0209
Si 5.6416 1.3155 12.7558 0.009 -0.0063 -0.0292
Si 9.7213 1.5438 12.5203 -0.0213 0.0141 -0.0524
Si 0.0241 5.4482 12.594 -0.0145 0.0162 -0.0255
Si 3.847 5.2441 12.5147 -0.0082 0.0163 -0.0259
Si 7.6899 5.5386 12.82 0.0043 -0.0025 -0.0366
Si 2.0011 6.7113 12.4691 0.0161 -0.0032 -0.0171
Si 5.6299 6.7549 12.6995 0.0106 -0.0026 -0.0256
Si 9.6667 6.8291 12.6015 0.0084 -0.0165 -0.0296
O 3.832 9.8959 13.9599 -0.0049 0.0006 0.0003
O 3.8784 4.502 14.0313 -0.0033 -0.0256 0.0071
O -4.0232 3.7122 16.7151 0.0015 -0.0096 0.0049
O 10.0544 -0.8834 15.4788 0.0156 -0.0158 0.0286
O 5.0616 7.5735 14.0624 -0.0262 0.0244 0.0173
O 12.5154 0.2891 13.1427 0.0513 0.0297 0.0015
O 7.826 4.5493 14.1748 0.0144 -0.0115 0.0337
O 2.4456 2.3464 13.6881 0.0189 0.0169 0.0112
O 0.206 4.4494 13.9138 0.0008 -0.033 0.0218
O 8.1243 9.9647 13.7707 -0.0002 -0.009 -0.0016
O 2.3189 7.7061 13.7707 0.0143 0.0177 0.0093
O 10.3024 13.1789 13.9333 0.0306 0.0128 0.0299
O 11.7543 10.7817 27.4395 -0.0172 -0.0107 -0.0302
O 9.2832 4.5106 27.6791 0.0056 -0.0187 -0.0138
O 6.7726 4.2512 28.5225 -0.0043 -0.0118 -0.0116
O 6.0227 8.2382 28.4511 0.0211 0.0548 -0.0489
O 3.4818 10.3742 28.1489 0.0071 -0.0537 -0.0589
O 11.8363 -1.0831 29.9914 0.0014 0.0097 -0.0282
O -6.0846 1.7333 28.0028 0.0172 0.012 -0.0647
O 7.9051 2.2611 27.1269 0.0205 0.009 -0.0023
O 7.1346 10.5575 27.4164 -0.0043 -0.0285 0.0019
O 3.8651 3.52 28.9937 -0.0142 0.0354 -0.0059
O -1.6837 0.5261 29.1631 -0.0126 -0.0104 -0.0265
O 9.3803 7.2387 27.8611 0.0064 -0.007 0.0016
Si 5.6203 11.5531 18.7381 -0.0032 0.0065 -0.0011
Si 3.7142 2.9444 14.5208 0.0295 0.0073 0.0083
Si -1.3809 5.8362 19.8743 -0.0002 -0.0025 -0.0032
Si 6.4508 9.0875 27.114 -0.0214 -0.0092 0.0096
Si 10.5919 11.1381 21.5425 0.0014 0.0036 -0.0108
Si 0.5842 2.1851 22.991 0.0117 0.001 -0.0059
Si 5.9004 6.2762 22.2324 -0.0024 0.0111 -0.0019
Si 3.6621 8.3506 14.46 0.0116 -0.024 -0.0084
Si 7.8647 4.1947 20.8155 0.0026 0.0011 -0.0044
Si 1.9068 6.8494 26.7719 -0.0069 0.0453 -0.0275
Si 2.9483 9.8483 21.4551 -0.0059 -0.0052 0.0069
Si 1.8616 10.7861 24.2957 0.0111 -0.0102 0.0084
Si 2.0646 8.46 17.039 0.0105 -0.0021 -0.0017
Si 14.5252 -4.2935 21.1858 -0.0034 -0.0054 0.003
Si 1.5388 5.6264 18.5881 0.0007 -0.0017 0.0085
Si -0.4937 3.3215 14.8718 -0.0133 0.0049 -0.0087
Si 7.8033 3.8936 27.2792 0.0102 -0.0023 -0.0041
Si 10.4422 8.1814 22.0214 0.0083 -0.0076 -0.0035
Si 6.9049 2.4491 23.2935 -0.011 0.0055 -0.0051
Si 2.3057 3.6438 28.3909 -0.0047 -0.0582 0.0116
Si 9.1116 7.8457 26.3757 -0.0114 0.0077 -0.006
Si 5.993 4.7908 24.9543 -0.0007 0.0026 0.0196
Si 1.8699 2.809 16.9663 -0.0034 0.0007 -0.0061
Si 3.5487 9.6622 26.6828 0.0046 -0.0037 0.0111
Si 3.0397 4.9778 25.8452 -0.0097 -0.0179 -0.006
Si 7.507 -2.2163 21.6175 -0.0408 -0.0227 -0.04
Si 10.9591 10.4588 26.0444 0.0133 -0.0033 0.0104
Si 9.6245 1.3946 24.1283 0.0035 -0.0044 0.0029
Si -2.7636 -3.8201 17.3957 0.0139 -0.0064 0.0056
Si 12.9938 4.9752 23.2444 0.0082 0.0008 0.0038
Si 9.6181 0.4656 18.5774 -0.0062 -0.0046 0.0096
Si 10.8649 9.4586 16.746 -0.025 0.0058 -0.0091
Si 7.3486 -1.7305 18.6045 0.048 -0.014 0.03
Si 8.4646 4.6105 15.6875 0.0017 0.0042 -0.0189
Si 7.7076 2.7096 17.9935 -0.0026 0.0129 0.002
Si -1.8984 -1.4394 13.9901 0.0079 0.0245 -0.0514
Si 11.1434 6.7769 24.6328 0.0079 -0.0026 0.0071
Si 5.8131 0.2186 21.6916 0.0047 0.0038 0.0027
Si 2.5898 11.1851 18.6706 0.004 -0.0005 -0.0003
O 7.4717 -2.9262 17.5174 -0.0057 0.0382 0.0182
O 9.4422 4.6797 20.7558 0.0023 -0.0008 -0.0008
O 6.5192 1.6026 17.8172 -0.0033 -0.0102 -0.0061
O 9.9865 4.0629 15.7788 -0.0064 0.0029 -0.0088
O 6.8702 5.4314 21.221 -0.001 -0.002 0.0061
O 2.3923 10.8852 20.2913 0.0038 -0.0018 -0.0009
O -1.799 7.8584 13.9223 0.0021 0.0234 0.0283
O 3.3661 8.2922 16.0618 -0.0133 0.0042 0.0151
O 3.2835 2.8048 16.096 -0.0131 -0.0074 0.0091
O 2.3973 9.6784 18.0705 0.0002 0.0127 -0.0015
O 2.7423 8.2543 26.8024 -0.0032 -0.0255 0.0149
O 1.7291 1.5019 17.9945 0.0065 -0.0137 0.0011
O 1.1805 3.5848 22.4253 -0.0007 -0.0019 0.0035
O 7.1625 -0.6622 21.8727 0.0069 -0.0345 -0.0104
O 5.8984 -1.0012 18.5647 0.0093 0.0016 -0.0091
O 2.9798 10.5898 25.4644 -0.0065 0.0043 -0.0094
O 0.0216 5.3899 19.1717 0.0031 -0.0013 -0.0059
O 0.598 2.7141 15.9236 0.0188 -0.0068 0.0102
O 4.6796 5.0397 25.8881 0.0128 -0.0031 -0.0008
O -1.4707 8.1028 17.2808 0.0098 0.0056 -0.014
O 1.7711 6.1994 22.253 0.0064 0.0016 -0.0067
O 8.1232 1.9838 24.2695 -0.0058 0.0022 -0.0008
O 11.2253 7.8376 23.3993 -0.0047 0.0028 -0.0137
O 1.6759 1.4463 23.971 -0.0055 0.002 -0.0016
O -0.0002 5.3295 24.0345 0.0039 -0.0076 -0.0046
O 9.6169 6.7797 25.2342 0.0014 -0.0071 0.0014
O 1.8728 4.2467 17.7702 0.0013 0.009 -0.0054
O 11.8619 1.2045 21.7266 -0.0041 -0.0094 -0.0041
O 7.2942 4.6778 25.9378 -0.0094 0.0095 -0.02
O 7.4434 12.0828 29.5538 0.0121 -0.0076 -0.0039
O 4.5087 10.2104 21.7365 0.0037 0.0009 -0.0031
O -0.9785 -3.8777 20.8654 -0.0011 0.0055 0.003
O 0.4545 10.1881 24.8724 0.003 0.0038 -0.0026
O 2.6191 4.7392 24.2869 -0.0106 0.0006 0.0013
O 10.7882 2.5007 23.7974 0.0007 0.0006 0.0043
O 9.6484 0.3317 22.8752 0.0066 -0.0017 -0.0022
O 5.895 3.411 24.1151 0.0167 -0.0266 -0.0159
O 7.5251 8.2214 26.2326 0.0193 -0.0079 0.002
O 5.8813 1.043 20.2903 0.0006 -0.0058 -0.0092
O 5.0954 9.3388 26.2543 0.0091 -0.0072 0.0141
O 7.4765 3.5665 19.3643 -0.0004 -0.006 0
O 2.4738 3.6965 26.7364 0.0084 0.0309 -0.0467
O 2.1941 10.0103 22.8977 0.0081 -0.001 -0.0118
O -2.4335 1.9339 18.0018 0.0008 -0.0125 -0.0018
O -6.4823 2.1544 14.1305 -0.0383 0.0194 0.0183
O 4.3546 6.1096 21.7564 0.0064 0.0017 0.002
O 2.6226 5.8503 19.794 -0.0011 0.0003 -0.0057
O 9.1317 6.2096 18.7155 0.0054 -0.0008 0.0001
O 6.2517 7.8499 22.1238 0.0563 0.02 -0.0131
O 4.0783 0.8053 18.3489 0.0056 -0.0064 -0.0001
O -2.7409 -2.6266 22.4053 -0.0095 -0.0035 -0.0099
O 5.8547 1.2739 22.9076 0.0078 -0.0073 -0.0067
O 10.0108 9.1767 26.2457 -0.0012 0.006 0.0041
O -3.0692 6.177 16.1168 0.0106 -0.0028 0.0045
O 10.9089 10.674 17.8655 0.0027 -0.0034 -0.0063
O 6.1315 5.948 23.8185 -0.0021 -0.0002 -0.0227
O 9.9872 0.7352 25.5714 0.0021 -0.0067 -0.0007
O 8.3986 -0.5491 18.2759 -0.0362 -0.045 0.018
O 0.7445 -1.9249 16.2467 0.0061 -0.002 -0.0046
O 7.7244 8.5018 20.0211 -0.0365 0.041 -0.0102
O 7.6538 3.0779 21.9839 -0.0046 -0.0025 0.0052
O 1.6753 7.0023 17.6891 -0.0014 -0.0114 -0.0047
O 11.0393 9.5754 21.4113 -0.0042 0 -0.0017
O 0.5695 7.1544 25.8487 0.0064 -0.0221 0.0124
O 2.8563 8.2723 20.9968 0.0004 0.0012 -0.0017
O 9.8324 0.6411 20.1783 0.0115 0.0018 0.0001

Results
free energy: -175142.022 eV
free energy less fixed offsets of O -568.88, Si -635.61 eV per atom: 1.128 eV

The program warned: the cutoff lies below the one the program advises for these potential files; the exchange-correlation potential is rough where the density is thin.
